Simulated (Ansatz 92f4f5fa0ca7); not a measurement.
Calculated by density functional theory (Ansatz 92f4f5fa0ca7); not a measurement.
Periodic cell of 264 atoms, Si152O112, from a study of silicon, its oxide and their interface. The atomic structure is a simulated model.

Settings: functional r2SCAN; potential files Ansatz PAW; basis plane waves; wave-function cutoff 800 eV; density cutoff ratio 5; exchange-correlation grid ratio 1; k mesh 1 x 1 x 1, shifted by 0.5 0.5 0 of a step; self-consistency stop 1e-10 eV per atom in the density residual; occupations fixed; spin none; net charge 0.

Cell vectors (angstrom)
a	10.887	0	0
b	0	10.887	0
c	0	0	38.5071

Atoms: element, x, y, z (angstrom)
Si	0.134	-0.3099	0.3391
Si	2.8998	2.1079	-0.122
Si	-0.4161	5.6173	0.1848
Si	2.3466	8.3519	-0.2694
Si	5.443	0.192	-0.107
Si	8.0468	2.9609	0.2841
Si	5.7393	5.0791	0.021
Si	8.3739	7.9144	0.2056
Si	1.3796	1.2829	1.4732
Si	4.0002	3.9255	1.1207
Si	1.3628	6.739	1.2109
Si	4.1463	9.4047	1.0472
Si	6.8565	1.2974	1.3944
Si	9.4824	4.1259	1.6676
Si	6.7757	6.7009	1.3993
Si	9.504	9.3984	1.5993
Si	0.0456	2.7019	2.8037
Si	2.8152	-0.1514	2.652
Si	0.0695	8.0311	2.7838
Si	2.7281	5.3571	2.5578
Si	5.3994	2.6804	2.6515
Si	8.1555	-0.0388	2.8087
Si	5.3978	8.1294	2.6211
Si	8.093	5.4649	2.9194
Si	1.4093	4.091	4.0814
Si	4.0965	1.2934	4.0397
Si	1.4178	9.4556	4.0729
Si	4.0535	6.7496	3.9838
Si	6.7186	4.024	4.1162
Si	9.5392	1.3342	4.1231
Si	6.7462	9.4797	4.0746
Si	9.5437	6.7835	4.1844
Si	0.0368	-0.0395	5.4291
Si	2.7544	2.696	5.4153
Si	0.0286	5.4113	5.4832
Si	2.7425	8.1028	5.4316
Si	5.4404	-0.0192	5.4511
Si	8.1458	2.6972	5.4528
Si	5.3968	5.4347	5.4279
Si	8.1538	8.1752	5.4637
Si	1.3686	1.3622	6.7804
Si	4.0728	4.0815	6.8112
Si	1.3697	6.8001	6.8301
Si	4.076	9.5048	6.7918
Si	6.8025	1.3427	6.8225
Si	9.5167	4.0635	6.8045
Si	6.7806	6.7925	6.791
Si	9.5279	9.5374	6.8094
Si	0.0015	2.7184	8.1509
Si	2.7229	0.0063	8.1462
Si	0.0022	8.1844	8.1747
Si	2.7324	5.4538	8.1853
Si	5.4543	2.7408	8.1711
Si	8.1773	0.007	8.1822
Si	5.4424	8.1731	8.1584
Si	8.1578	5.444	8.1514
Si	1.35	4.0987	9.5075
Si	4.0794	1.3781	9.5074
Si	1.3488	9.5796	9.5353
Si	4.0718	6.8575	9.5403
Si	6.8216	4.0974	9.5477
Si	9.5372	1.38	9.531
Si	6.8001	9.532	9.521
Si	9.5043	6.8237	9.5079
Si	0.0048	0.0609	10.9278
Si	2.6985	2.7322	10.8612
Si	-0.0035	5.4801	10.8521
Si	2.7126	8.252	10.9074
Si	5.4493	0.0309	10.8668
Si	8.1906	2.719	10.9138
Si	5.4655	5.5134	10.8684
Si	8.1738	8.2014	10.8898
Si	1.3605	1.4257	12.3148
Si	4.0666	4.1374	12.136
Si	1.2868	6.9096	12.2104
Si	4.0663	9.651	12.2746
Si	6.8258	1.3289	12.2637
Si	9.593	4.0875	12.2309
Si	6.8128	6.8728	12.266
Si	9.5038	9.5957	12.2614
Si	0.0397	2.8015	13.7186
Si	2.7335	0.1281	13.7205
Si	-0.0401	8.2827	13.6477
Si	2.69	5.5245	13.4374
Si	5.4226	2.7679	13.4589
Si	8.1649	-0.0204	13.7315
Si	5.4503	8.3118	13.5986
Si	8.2398	5.4599	13.5238
Si	1.4506	4.2821	14.9733
Si	4.1066	1.6102	15.0028
Si	1.3748	9.6111	15.0638
Si	4.0262	6.891	14.7577
Si	6.8355	4.0665	14.7603
Si	9.5422	1.4048	15.0652
Si	6.7467	9.5312	15.1759
Si	9.4629	6.8601	14.9491
Si	0.0051	0.0495	16.4631
Si	3.188	3.4044	16.3244
Si	0.2743	5.8862	16.2443
Si	2.6019	7.981	16.2621
Si	5.6179	0.4305	16.325
Si	7.881	2.5884	16.2515
Si	5.4422	5.4907	15.9228
Si	7.6946	7.6293	16.3533
Si	7.3921	0.5999	22.3998
Si	9.0849	30.9716	18.4927
Si	-8.4822	20.4223	20.9423
Si	3.7242	10.5451	30.3015
Si	-1.8069	15.0294	33.8765
Si	-1.7971	16.2932	21.1511
Si	-11.0401	18.9951	20.9981
Si	-19.0681	-4.9655	24.7356
Si	-13.703	8.3879	24.9539
Si	-4.14	-1.2353	20.1423
Si	-9.6926	12.7865	35.6266
Si	1.4214	12.4024	21.4116
Si	0.1706	7.6791	28.8013
Si	-15.8267	3.9739	27.7996
Si	-21.9553	13.3763	27.5358
Si	-6.7214	20.5107	18.49
Si	3.0226	-7.1504	34.179
Si	-17.1763	12.8797	25.9993
Si	-19.1211	13.8252	23.8553
Si	1.2704	13.0723	18.4192
Si	-14.8258	21.6032	30.624
Si	-14.8236	18.1881	22.181
Si	-17.6006	8.1595	23.1268
Si	4.1074	7.2291	26.943
Si	-12.2544	13.5453	22.4571
Si	-3.7108	6.1435	32.2697
Si	-25.7427	6.9375	27.183
Si	-20.9413	5.3209	27.0389
Si	-1.2254	15.0189	18.3482
Si	-11.8215	42.5484	23.5017
Si	13.4155	1.3618	28.1587
Si	-5.9198	-5.4971	35.5205
Si	-0.5965	10.4244	35.9698
Si	7.3612	9.7379	36.2931
Si	1.3975	8.1868	35.2769
Si	-13.8784	23.8608	32.2325
Si	3.1851	8.9552	32.7721
Si	-13.6295	29.6588	29.9223
Si	9.7747	3.6695	36.5293
Si	8.0927	13.1441	29.3366
Si	-8.5576	9.3818	27.881
Si	-10.0484	5.7006	33.4938
Si	5.6297	14.8811	33.054
Si	0.0067	12.456	24.7825
Si	2.045	17.5156	31.0645
Si	3.387	16.1313	28.9098
Si	-16.0751	29.8207	34.1617
Si	5.7933	21.2872	24.7376
O	0.5294	0.4723	-3.2665
O	5.4322	9.1262	-19.1448
O	8.693	10.3904	-2.92
O	4.2165	1.206	-0.523
O	-1.4179	6.8151	-0.2918
O	-14.9533	7.405	-5.3055
O	-0.0622	14.8693	-11.5958
O	1.3277	9.6086	-0.1992
O	6.3588	-0.1166	-1.4367
O	10.2376	0.1042	-1.0195
O	6.4859	2.742	-5.908
O	-0.2027	4.7416	-1.1719
O	5.3834	5.6606	-1.458
O	-3.3415	11.4025	-6.5134
O	7.831	8.6485	-1.1234
O	-8.7151	8.9537	-4.4487
O	-0.9734	-0.8752	17.3804
O	-15.1951	5.3703	27.2886
O	-16.4448	-11.1684	30.5473
O	-7.3105	9.0291	21.9121
O	1.414	6.9585	16.7799
O	-0.4772	5.3273	17.5704
O	-17.9119	6.0236	25.8756
O	4.7009	10.8702	17.6069
O	0.9633	11.7855	17.4795
O	-7.8643	8.4104	26.7828
O	3.0081	7.2059	23.7655
O	-5.1438	13.9149	26.492
O	-1.3298	4.2372	22.1579
O	-3.2024	29.4803	23.5458
O	-5.2867	18.6408	26.707
O	7.8639	-0.7968	19.0519
O	-9.5137	18.2096	29.797
O	-10.9489	17.3418	27.7728
O	-5.523	18.1011	22.5191
O	2.7415	15.4473	23.8589
O	-13.134	21.4379	22.8241
O	12.3148	19.1489	20.6908
O	4.3837	26.2565	16.731
O	13.3591	3.0092	17.7293
O	-2.4212	3.4589	17.4971
O	-12.8733	13.4721	33.4076
O	-20.3713	2.3763	24.7099
O	3.5357	19.3784	17.5103
O	-17.0011	9.2608	24.1667
O	3.624	4.4612	35.5223
O	-14.4213	-14.2304	28.5859
O	7.25	8.4156	21.0462
O	-18.747	18.484	31.9024
O	3.0213	21.0981	31.7452
O	0.7719	8.974	28.0539
O	4.6944	19.879	33.3384
O	6.5084	17.4057	16.6942
O	-11.1951	4.6227	33.6409
O	-17.7736	-4.215	28.4532
O	-9.0958	1.825	19.8816
O	-6.7319	14.2667	33.1089
O	-9.7434	2.1471	28.3999
O	-4.0997	12.3758	16.8136
O	4.5825	15.0722	28.6683
O	-25.667	25.0528	28.7906
O	-15.4668	0.5593	23.5946
O	-2.8242	7.2495	26.0915
O	-30.3958	10.8835	27.3376
O	-8.4537	2.37	22.3513
O	-4.3071	0.0498	21.1035
O	-3.0058	6.6631	30.937
O	-9.5795	16.7762	25.5801
O	-17.7666	2.4019	24.5466
O	-26.6779	15.4306	34.5668
O	-9.2486	10.8057	21.5957
O	-5.7645	0.4553	25.8753
O	-22.656	8.7807	19.7273
O	8.4197	7.9006	17.7899
O	-0.3545	19.7892	22.38
O	-1.1737	18.9145	29.5982
O	-13.7123	-8.8436	22.0601
O	-1.3359	19.8911	24.7939
O	-1.8761	15.6252	19.6816
O	-14.1469	16.8295	21.6119
O	-7.6814	11.9338	29.6132
O	-7.8711	-0.8435	19.5308
O	-7.6322	20.2864	29.2344
O	-2.4027	13.5651	30.8503
O	-1.1475	35.0914	24.0402
O	-8.6834	26.6592	33.4536
O	-3.8053	20.5052	25.3151
O	-8.5358	18.8761	36.6176
O	-3.304	31.021	30.5526
O	1.9935	12.9541	37.0285
O	-10.0017	17.6484	34.709
O	-4.4194	30.7514	35.2117
O	-0.3652	12.3088	26.3332
O	-3.4183	22.5298	29.3897
O	0.0982	11.016	24.0363
O	3.4737	2.1698	27.1446
O	-10.1203	17.2359	32.0239
O	-0.1059	3.0035	18.6068
O	-0.6857	6.5912	21.1618
O	-2.6978	16.0225	32.9989
O	2.214	13.2715	34.4827
O	-18.8795	16.2591	30.4585
O	-10.9574	2.8592	35.6508
O	0.0364	19.8383	35.7391
O	6.8906	14.8552	38.2332
O	-15.9417	16.1339	32.0303
O	8.9697	13.5302	37.4838
O	-1.4696	2.3466	28.4608
O	8.7562	15.213	35.4591
O	-8.7739	15.8223	27.9577
O	-6.0694	6.867	34.8613
O	-0.1331	23.6922	21.6818

Results
free energy: -161107.431 eV
free energy less fixed offsets of O -570.45, Si -639.56 eV per atom: -3.911 eV

Forces (eV/angstrom), in the order of the atoms: element, x, y, z
Si	0.0466	-0.044	0.1642
Si	0.085	0.0916	0.1976
Si	0.063	0.0314	0.185
Si	0.0366	0.0141	0.2083
Si	-0.085	-0.0335	0.1989
Si	-0.0224	0.0093	0.1679
Si	-0.0281	-0.0198	0.1726
Si	-0.0048	-0.0447	0.1935
Si	-0.0066	-0.0012	-0.0406
Si	0.0117	-0.0172	-0.037
Si	-0.0097	-0.0098	-0.0243
Si	-0.0047	0.0169	0.0062
Si	-0.0331	0.0166	0.0061
Si	-0.0188	0.0108	0.0298
Si	0.0031	0.0003	0.0105
Si	0.0074	-0.0102	0.0139
Si	0.0139	-0.0184	0.0364
Si	-0.0553	0.0109	0.052
Si	-0.034	0.0108	0.0762
Si	0.013	0.0062	-0.0001
Si	0.0263	-0.0219	0.0661
Si	0.0088	-0.0005	0.026
Si	0.0244	0.0033	-0.0006
Si	0.0124	-0.0393	0.0618
Si	-0.0211	0.0097	-0.0248
Si	-0.0043	0.0109	-0.0375
Si	0.0175	0.0057	-0.0092
Si	-0.0088	-0.0214	-0.0263
Si	-0.0055	0.0439	-0.0088
Si	-0.0013	-0.0001	-0.0197
Si	0.0231	-0.0169	-0.0153
Si	-0.0094	-0.0058	-0.0021
Si	0.0127	0.0004	0.011
Si	-0.0109	-0.0012	0.0099
Si	-0.0168	-0.0196	0.0204
Si	0.0043	-0.0116	0.0081
Si	-0.0001	-0.0059	0.0004
Si	0.0007	0.0058	0.0006
Si	0.0178	0.0142	0.0075
Si	0.0092	0.0015	0.011
Si	0.0063	-0.0097	0.0035
Si	0.0238	0.0051	-0.0039
Si	-0.0124	0.0041	0.0073
Si	-0.0147	-0.0042	0.0088
Si	0.0009	0.0103	0.0056
Si	0.0007	0.0102	0.0086
Si	-0.0147	-0.0343	0.0025
Si	-0.0114	-0.0045	0.0119
Si	-0.0217	0.0102	0.0035
Si	0.0077	-0.0017	-0.0043
Si	0.007	-0.017	0.0039
Si	-0.0171	-0.0195	-0.0017
Si	0.0037	0.0144	-0.0022
Si	0.0225	0.0128	0.0047
Si	0.0202	0.0086	-0.0093
Si	0.0135	0.0059	0.0012
Si	-0.0023	0.0139	-0.0084
Si	-0.0049	0.0082	-0.0126
Si	-0.0174	0.007	-0.0034
Si	0.0108	-0.0193	-0.0133
Si	0	-0.0004	-0.0093
Si	0	-0.0044	0.0093
Si	0.0026	-0.0005	-0.0084
Si	-0.0029	-0.0012	-0.0013
Si	-0.0173	0.0001	-0.0138
Si	0.0103	0.0139	-0.0133
Si	0.0018	-0.0085	-0.0132
Si	-0.0023	0.0033	-0.0069
Si	0.015	0.0018	-0.0111
Si	0.0191	-0.0029	-0.0065
Si	-0.0016	-0.0135	-0.0214
Si	0.0076	-0.0022	-0.0061
Si	0.0189	0.0146	0.0243
Si	-0.0156	-0.0108	0.0029
Si	0.0166	-0.022	0.0158
Si	-0.005	-0.0054	0.0079
Si	-0.0085	0.0245	0.0281
Si	-0.0315	0.0155	0.0107
Si	0.0138	-0.0041	0.0316
Si	0.0076	-0.0137	0.0336
Si	0.0137	-0.0021	-0.0197
Si	0.0206	0.0003	-0.0225
Si	0.0093	0	-0.034
Si	0.0094	0.0298	-0.0502
Si	0.0229	0.0119	-0.0571
Si	-0.0021	0.0235	-0.0216
Si	-0.0275	-0.0511	-0.0286
Si	-0.0219	-0.0378	-0.0176
Si	-0.0168	-0.0044	-0.0068
Si	0.0177	-0.0349	-0.0318
Si	0.0075	-0.004	0.0175
Si	0.0172	-0.0415	-0.0207
Si	-0.0136	0.0164	-0.0179
Si	-0.006	0.0034	0.0182
Si	0.0076	0.0416	-0.0057
Si	0.0155	0.0055	-0.0631
Si	0.0226	0.0286	-0.1173
Si	-0.0439	-0.0243	-0.198
Si	0.0495	-0.0025	-0.1204
Si	-0.0507	0.0296	-0.1533
Si	0.032	-0.0049	-0.1558
Si	0.0195	-0.0432	-0.1206
Si	-0.0203	-0.0161	-0.1295
Si	-0.0622	0.0503	-0.1691
Si	0.0257	-0.0196	-0.1507
Si	0.0045	-0.0121	-0.1933
Si	-0.0158	0.0375	-0.1469
Si	0.0076	-0.0279	0.1261
Si	0.0223	0.0342	0.1571
Si	0.0169	-0.0245	-0.1575
Si	-0.0358	0.0038	-0.1665
Si	0.0053	0.0073	-0.0977
Si	-0.0036	0.0225	-0.1369
Si	-0.0059	-0.0161	-0.1436
Si	-0.0243	0.0118	0.1188
Si	-0.0237	-0.0216	-0.1685
Si	0.0317	-0.018	0.062
Si	-0.0044	-0.02	0.028
Si	-0.0083	-0.0084	-0.0418
Si	-0.0058	0.0011	-0.1621
Si	-0.0131	-0.0021	0.1189
Si	-0.0247	-0.0068	-0.0545
Si	-0.0491	-0.0467	-0.1319
Si	-0.041	0.0248	-0.196
Si	0.0137	0.0459	0.0976
Si	0.0273	-0.0119	-0.1599
Si	0.0286	0.0076	-0.1481
Si	-0.0003	-0.017	0.0093
Si	0.0133	0.0484	-0.1178
Si	-0.0665	-0.0693	0.1636
Si	0.0134	0.0018	0.002
Si	0.0416	0.017	-0.0192
Si	0.0413	-0.0207	-0.1636
Si	-0.0006	-0.0122	-0.1362
Si	0.0286	-0.0494	0.0056
Si	-0.0226	-0.0208	0.1262
Si	0.0441	0.0137	0.0914
Si	0.0184	-0.006	0.1883
Si	-0.0088	0.0298	0.1874
Si	-0.013	0.1027	0.1602
Si	-0.023	-0.0538	0.169
Si	-0.0509	-0.0561	0.0915
Si	0.0353	-0.0037	0.1347
Si	-0.0219	0.0009	0.1207
Si	0.0129	-0.0126	0.0446
Si	0.0241	-0.0131	0.1299
Si	-0.0087	0.0333	0.1307
Si	-0.0345	0.0183	-0.1499
Si	-0.0307	-0.0088	0.1845
Si	-0.0265	0.0609	0.0961
Si	-0.0008	-0.0356	0.1505
Si	0.0187	-0.0054	-0.1456
O	0.0178	-0.0247	-0.0643
O	0.0334	-0.0154	0.066
O	-0.0003	0.0253	-0.0827
O	0.0054	0.0078	-0.0717
O	-0.0166	0.006	-0.089
O	0.0474	-0.0015	-0.0717
O	-0.0122	0.0176	0.0089
O	0.0197	0.0203	-0.0493
O	0.0526	-0.0013	-0.1256
O	-0.0291	0.003	-0.1231
O	0.0139	-0.057	-0.0621
O	-0.0092	-0.0382	-0.102
O	0.0028	0.0336	-0.1055
O	-0.0095	-0.0632	-0.048
O	-0.008	0.0528	-0.1332
O	0.0566	0.0483	-0.1199
O	-0.071	-0.071	0.0748
O	0.0087	-0.0029	-0.0054
O	0.0043	-0.0015	-0.0362
O	0.0482	-0.0412	0.0862
O	-0.0204	-0.0104	0.0556
O	-0.0436	-0.026	0.0794
O	0.0164	-0.0165	0.0272
O	-0.0344	-0.0247	0.1133
O	0.0687	0.0316	0.0704
O	-0.0281	0.003	-0.0179
O	-0.05	-0.0339	0.0585
O	0.0149	0.0076	-0.0037
O	0.0106	-0.0191	0.0802
O	0.0281	0.0218	0.1012
O	0.0176	0.024	0.0036
O	-0.0307	0.03	0.0626
O	-0.0296	0.0352	-0.0874
O	-0.0184	-0.0227	-0.0287
O	-0.0509	0.0004	0.0528
O	0.004	0.0109	0.0258
O	0.0145	-0.0225	0.0502
O	0.0227	-0.021	0.0499
O	-0.0156	-0.0308	0.0756
O	0.0093	0.0115	0.1029
O	-0.019	0.0491	0.0758
O	-0.0225	-0.0647	-0.0598
O	0.0118	0.0052	0.0779
O	0.0643	0.0159	0.1111
O	-0.0015	0.0282	0.0762
O	-0.0257	-0.0105	-0.0315
O	-0.0273	0.0039	-0.026
O	0.0112	-0.0582	0.0902
O	0.0135	-0.0196	-0.0681
O	0.0154	0.0579	-0.1017
O	-0.0221	0.0312	-0.0273
O	-0.0157	0.0387	-0.0688
O	0.0547	0.0329	0.0541
O	0.0123	-0.0114	-0.0474
O	0.0277	0.0203	-0.0007
O	0.0246	-0.0278	0.1371
O	0.0283	-0.0202	-0.084
O	0.0066	0.0103	0.0279
O	-0.0025	-0.007	0.0392
O	0.0011	-0.0349	-0.0111
O	-0.0158	0.0274	-0.0267
O	-0.0417	-0.0102	0.0767
O	0.0096	-0.0393	0.045
O	-0.0142	0.0394	-0.0322
O	0.0639	0.0536	0.1036
O	-0.0123	0.0621	0.0755
O	0.0482	0.0492	-0.1086
O	-0.0402	0.0015	0.0249
O	0.0477	-0.0127	0.0434
O	0.0566	-0.0216	-0.0475
O	-0.0092	0.0084	0.0522
O	-0.0218	0.0057	0.0589
O	0.0397	-0.0174	0.132
O	0.0245	-0.0003	0.1285
O	-0.017	0.0262	0.1003
O	0.0282	0.0289	-0.019
O	-0.027	-0.0073	0.0251
O	-0.0122	-0.0324	0.0649
O	-0.0374	0.0506	0.1343
O	-0.046	0.0214	0.042
O	-0.0125	0.0471	-0.0378
O	-0.0639	0.0136	0.1276
O	0.0141	-0.0153	-0.0373
O	0.0163	0.0095	-0.1138
O	0.0097	-0.0104	0.1012
O	-0.0093	0.0216	-0.0517
O	-0.0056	0.0093	0.0761
O	-0.0122	-0.0136	-0.1664
O	0.0083	-0.0006	-0.0229
O	-0.0465	-0.0315	-0.0844
O	-0.0126	-0.026	-0.0531
O	-0.0409	-0.0194	-0.1114
O	-0.0185	0.0039	0.0742
O	-0.0019	-0.0264	-0.0593
O	0.0447	0.0054	0.0555
O	-0.0246	0.0215	0.0228
O	0.0006	0.0397	-0.1134
O	0.0057	-0.0023	0.0663
O	0.019	0.0032	0.0559
O	-0.025	0.0256	-0.0421
O	0.011	-0.0043	-0.0647
O	0.0371	-0.0359	-0.0775
O	0.0254	0.0032	-0.0764
O	0.0035	-0.0263	-0.0477
O	-0.0212	-0.0045	-0.082
O	0.0029	0.0303	-0.064
O	0.0227	-0.012	-0.0937
O	0.0289	-0.0033	-0.0286
O	-0.0241	0.0139	-0.1013
O	-0.005	-0.0338	-0.0268
O	-0.0288	0.0673	-0.0623
O	-0.0149	-0.023	0.0488

The program warned: the cutoff lies below the one the program advises for these potential files; the forces do not sum to zero within the program's tolerance; empty levels may hold ghost states of the PAW files; the exchange-correlation potential is rough where the density is thin.
